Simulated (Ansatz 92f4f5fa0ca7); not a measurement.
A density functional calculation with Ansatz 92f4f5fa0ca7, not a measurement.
Periodic cell of 175 atoms, Si99O76, from a study of silicon, its oxide and their interface. The atomic structure is a simulated model.

Settings: functional PBE; potential files Ansatz PAW; basis plane waves; wave-function cutoff 700 eV; density cutoff ratio 5; exchange-correlation grid ratio 2; k mesh 2 x 2 x 1, shifted by 0.5 0.5 0.5 of a step; self-consistency stop 5e-08 eV per atom in the density residual; occupations Fermi-Dirac, 0.05 eV; spin none; net charge 0.

Cell vectors (angstrom)
a  11.5983  0  0
b  0  11.5983  0
c  -1.732  5.4929  22.7023

Atoms and the computed forces on them: element, x, y, z (angstrom), force x, y, z (eV/angstrom)
Si  0.7367  4.1365  -0.0834  -0.4007  -0.3172  -0.125
Si  2.5611  7.2024  1.4602  0.1443  -0.3098  0.0167
Si  -0.1513  2.8767  -2.8741  0.0896  0.1237  -0.213
Si  2.5999  3.6716  1.3018  0.0716  0.5144  0.095
Si  4.3295  5.9879  0.2711  -0.1359  0.3476  -0.2617
Si  1.7442  0.8443  -4.355  0.1601  0.0482  -0.2993
Si  6.7417  3.2424  1.3516  0.0711  -0.2007  -0.3408
Si  8.4057  6.5014  0.0758  -0.1025  0.1499  -0.477
Si  10.9048  11.2694  1.4821  0.0242  -0.137  0.1237
Si  6.1491  1.1256  -0.6348  -0.2406  0.0232  -0.0711
Si  0.665  7.2722  0.1177  0.216  -0.6517  0.0441
Si  1.737  11.0392  1.3298  0.1726  0.0405  -0.1671
Si  10.511  3.6216  1.4633  0.2836  0.0109  0.1222
Si  6.407  6.9896  1.1925  -0.3177  -0.2865  -0.0854
Si  7.19  11.2294  0.9376  -0.1523  0.0348  0.1802
Si  8.6217  3.9791  0.1302  0.0708  -0.0968  -0.0268
Si  10.2915  7.3692  1.3592  -0.2072  -0.1404  0.0895
Si  9.3737  11.4783  -0.303  0.3731  -0.4953  -0.2218
Si  2.4109  5.3581  2.9291  -0.1015  0.2143  0.1177
Si  2.5764  9.247  2.6553  0.0452  -0.0576  0.0695
Si  2.6527  13.1058  2.4051  -0.0745  -0.2191  0.2496
Si  6.41  5.1888  2.6789  0.0378  0.1794  0.3939
Si  6.4631  9.1944  2.2648  0.1499  0.1636  -0.2119
Si  6.8557  12.9292  2.6785  0.1145  -0.1561  0.2184
Si  10.355  5.5067  2.8533  0.0507  -0.2195  0.1176
Si  10.3168  9.3286  2.7235  0.2054  -0.0568  -0.0015
Si  10.519  13.1856  2.8036  -0.1314  0.2235  -0.1842
Si  0.581  5.4829  4.3431  0.0413  -0.0775  -0.1144
Si  0.7195  9.2701  4.0907  -0.2501  -0.1167  -0.0548
Si  0.8471  13.1459  4.132  -0.0377  -0.1094  -0.0445
Si  4.4969  5.2736  4.0174  0.1212  -0.0243  -0.1098
Si  4.6218  9.2472  3.8317  -0.0945  -0.0232  0.1197
Si  4.676  12.994  3.8009  -0.0726  0.1186  -0.1251
Si  8.3594  5.3295  4.1161  -0.0296  -0.132  -0.0858
Si  8.2433  9.2159  3.8701  0.123  0.0461  0.1099
Si  8.6113  13.0663  4.2282  0.0351  -0.0152  -0.0562
Si  0.7345  3.4487  5.53  -0.0019  0.0484  0.1536
Si  0.6333  7.4858  5.5532  0.1461  0.0209  0.1338
Si  0.7207  11.1502  5.5763  0.0595  -0.0033  -0.0097
Si  4.6471  3.3283  5.2881  -0.0345  0.1551  0.0338
Si  4.6024  7.2494  5.2489  -0.0328  0.1029  -0.3283
Si  4.5638  11.1419  5.2678  0.0095  -0.0399  0.1345
Si  8.4596  3.4265  5.5656  0.1333  0.1445  0.118
Si  8.3688  7.3581  5.3743  -0.1024  0.0975  -0.0958
Si  8.4383  11.0247  5.4253  -0.1733  0.0588  -0.0515
Si  2.7619  3.437  6.7229  0.0309  -0.0736  -0.2365
Si  2.7183  7.4262  6.6613  -0.0512  0.0399  -0.0045
Si  2.7578  11.1757  6.908  0.0748  0.1132  -0.0328
Si  6.4577  3.3417  6.8689  0.0014  -0.0681  -0.1312
Si  6.4338  7.1786  6.7428  -0.0832  -0.0013  0.1405
Si  6.4468  11.1024  6.7254  -0.0425  0.108  0.0968
Si  10.4198  3.808  6.8858  -0.1433  0.022  -0.2409
Si  10.2451  7.9455  6.7416  0.019  0.1054  -0.111
Si  10.2864  10.54  6.8182  0.0726  -0.1422  -0.2427
Si  4.2611  5.1448  9.5  -0.3482  0.6646  -0.1691
Si  3.6556  8.0233  10.9008  -0.0396  -0.0784  0.0609
Si  3.5017  1.6006  8.0456  -0.031  0.0253  0.082
Si  2.5507  5.4668  7.9448  0.1632  0.0145  -0.039
Si  5.8679  9.1299  7.9042  0.4993  -0.0546  0.1646
Si  5.8971  1.3781  8.1143  0.1865  0.0014  0.1271
Si  12.1858  5.7187  9.3122  -0.0448  0.4404  0.151
Si  10.2305  5.9679  8.0674  -0.0893  -0.3066  0.0034
Si  10.0013  11.8321  8.8386  -0.0448  -0.6133  0.4294
Si  6.3473  5.2565  8.2752  0.193  -0.0853  -0.075
Si  3.5039  9.1986  8.018  -0.4236  -0.2214  0.2369
Si  3.0923  2.9972  9.9259  0.0251  -0.6964  0.0942
Si  8.4778  5.1071  9.4597  -0.1527  0.1128  0.1004
Si  7.8517  6.6874  12.2415  0.3037  0.1652  0.1286
Si  7.4705  0.3853  10.6171  -0.1691  0.1734  0.1704
Si  10.3319  2.6577  8.9258  -0.6178  0.5997  -0.0564
Si  12.4184  7.9043  11.5946  -0.0419  -0.104  0.1371
Si  12.289  3.4333  10.0683  0.5561  -0.2209  0.7991
Si  11.3802  3.0439  21.5927  0.3208  0.1436  -0.181
Si  10.5025  3.4301  14.6493  0.0789  -0.0077  0.0939
Si  1.1362  12.2392  17.7402  -0.1343  -0.0482  -0.1419
Si  4.3472  6.2053  17.4897  0.0206  0.0063  -0.0426
Si  9.3351  4.6825  17.1101  0.0778  0.0529  -0.2581
Si  2.6458  5.5522  19.8749  0.0772  0.028  -0.2355
Si  7.1489  7.5289  21.3942  -0.029  0.6693  -0.4914
Si  6.4296  9.1658  11.0385  -0.1016  0.0619  0.1511
Si  10.6168  6.4985  13.7716  0.0286  -0.0827  0.3002
Si  7.0807  12.8532  19.8262  -0.0742  -0.0044  -0.3611
Si  12.1509  8.1538  15.9591  0.0188  -0.0022  0.0095
Si  6.0136  9.3661  15.923  -0.0435  0.1585  0.0779
Si  5.5964  10.8162  18.4439  -0.1985  0.002  -0.2589
Si  9.3642  1.0684  12.9359  0.0671  -0.004  0.4077
Si  11.6179  10.9665  11.3264  0.0143  0.1194  0.5783
Si  3.0886  11.4661  19.8561  0.0511  0.0891  -0.2936
Si  1.6643  1.9111  15.0934  -0.0994  0.0422  0.2175
Si  4.2357  3.7309  15.657  -0.1168  -0.0533  0.11
Si  5.5594  5.87  14.2267  -0.3711  0.0782  0.1013
Si  8.8764  3.5311  19.9947  0.048  0.0096  -0.445
Si  3.5744  8.0322  15.2225  -0.1587  0.1108  0.152
Si  8.0602  11.5551  15.6391  0.0036  0.0051  0.0396
Si  6.8737  6.4297  16.1036  0.1789  0.1834  0.6203
Si  -1.1748  10.3692  17.4125  0.1678  0.1577  -0.1734
Si  6.0902  1.693  17.1985  0.0375  -0.1572  -0.1834
Si  2.1859  2.5382  19.6972  -0.0331  -0.0261  -0.399
Si  1.8315  1.5838  12.0172  0.0751  -0.1267  0.3671
O  2.9114  3.9688  19.6706  -0.0317  -0.0548  0.1022
O  7.3222  1.5737  -1.7544  0.1007  -0.0129  0.2364
O  5.7316  2.5038  0.1837  0.0875  0.1147  0.0756
O  2.8369  0.3216  -3.2684  -0.0158  -0.0093  0.1479
O  12.301  7.1779  10.1376  0.0161  -0.1989  -0.2584
O  9.0083  3.5275  9.6414  0.3554  -0.3616  -0.0666
O  6.721  10.7368  11.3609  0.0478  0.0047  -0.0616
O  3.1038  8.8963  9.6203  0.1994  0.0725  -0.2099
O  4.1056  6.4879  10.5175  0.1179  -0.2717  0.1211
O  6.5388  8.9421  9.4314  -0.1329  -0.0114  -0.2976
O  0.6713  2.7102  11.6317  -0.0051  0.1236  -0.312
O  2.4112  8.0202  11.9664  0.0702  -0.0323  -0.05
O  8.5669  11.3906  9.5585  0.3678  0.1303  -0.3515
O  3.7394  6.3061  18.9645  0.0151  0.0379  0.0654
O  10.4513  3.6549  20.3866  -0.0228  0.1153  0.0529
O  1.3305  13.7579  18.3378  0.1039  0.0458  0.2666
O  7.9374  4.3001  21.0956  -0.2725  0.4105  0.4555
O  4.0361  4.427  0.7974  0.1628  -0.0897  0.0388
O  9.4964  3.5446  15.9396  -0.0686  0.0243  0.0717
O  4.2303  5.6919  -1.3684  -0.0268  -0.0595  0.3484
O  11.1768  11.7647  17.8263  -0.0525  -0.0269  0.0782
O  5.9827  6.2033  17.4915  0.0315  -0.0031  -0.2246
O  4.7605  0.5609  -1.3253  -0.0485  0.1044  0.1342
O  2.0178  10.4701  -0.2307  -0.1966  -0.0386  0.1173
O  -1.6673  9.5752  18.7459  -0.1241  -0.0938  0.2138
O  5.113  11.98  17.3737  0.0516  0.043  0.1136
O  11.0076  7.4076  15.0682  -0.0473  -0.0236  -0.1289
O  5.399  2.8185  16.3013  0.0814  0.0435  0.0214
O  8.2068  1.2527  11.7973  -0.0226  0.0352  -0.2597
O  3.2526  2.1336  11.3846  -0.3396  0.2288  -0.0843
O  11.8732  2.7416  15.1787  0.0161  -0.0002  -0.0501
O  7.4879  1.2533  16.4576  -0.0329  0.0527  0.0879
O  7.5296  8.2232  11.7875  -0.0361  -0.0227  -0.0784
O  0.8509  7.2754  17.3025  -0.1157  -0.067  0.126
O  3.7661  7.5134  16.7454  0.0344  -0.0264  0.0439
O  8.3226  5.7936  10.9649  0.074  -0.1911  -0.2751
O  13.076  11.6897  11.4323  0.0264  0.1293  -0.0994
O  11.6541  6.8947  12.6021  0.1311  0.0613  -0.1726
O  6.5155  6.0164  12.906  -0.1601  -0.0491  -0.1256
O  9.8499  2.5421  13.4483  -0.0422  -0.0635  -0.2021
O  8.5636  13.5087  19.9893  0.0814  0.0167  0.1686
O  11.1736  11.1457  9.782  -0.1836  0.0675  -0.4418
O  6.4305  1.2917  9.7311  -0.211  0.0557  -0.392
O  8.3756  5.8591  16.466  -0.1234  0.0014  -0.0527
O  4.4373  10.5938  19.5733  0.0164  -0.0366  0.0877
O  1.62  12.287  16.1791  0.0396  0.0171  -0.0274
O  4.5534  9.3507  15.1566  0.0297  -0.1501  -0.0356
O  8.6637  4.1144  18.4773  -0.0518  -0.0509  0.333
O  3.8001  4.8807  16.7178  -0.0154  0.0509  0.0261
O  4.2366  6.9166  14.2067  0.2701  -0.2192  -0.1718
O  6.7948  10.614  15.258  -0.0185  -0.0483  -0.0078
O  9.0665  6.7626  13.3393  -0.2091  -0.0107  -0.1804
O  6.9909  11.3355  19.1632  0.0399  0.0689  0.2014
O  10.8223  4.9195  14.0877  -0.0028  0.0879  -0.0833
O  5.8451  9.4908  17.5589  0.0765  0.0001  0.0576
O  10.8546  5.2025  17.4441  -0.0378  0.0243  0.1906
O  1.1596  2.4148  20.9505  -0.1556  0.0478  0.2287
O  3.4184  13.0722  19.8142  -0.04  -0.0383  0.141
O  4.9354  8.7798  11.578  -0.0584  -0.0373  -0.0902
O  6.3381  2.2402  18.7282  0.0436  -0.0513  0.2154
O  0.6424  5.7182  -0.5954  0.0031  0.2713  0.0073
O  8.7837  11.936  14.2576  0.0265  0.046  -0.1863
O  8.1362  7.2733  -1.4062  0.1369  -0.2097  0.3991
O  2.0038  11.1758  18.6511  0.1315  0.0083  0.185
O  4.868  4.3721  14.2906  0.0901  0.164  -0.2001
O  -0.0979  9.5611  16.4703  -0.0247  -0.0375  0.0321
O  9.1024  10.7209  16.5533  -0.0094  -0.0202  0.0854
O  6.9595  8.044  15.75  -0.0113  -0.273  -0.0881
O  11.7127  9.376  11.679  0.0278  0.044  -0.1555
O  0.5725  3.2145  -1.4505  0.0615  0.2027  0.148
O  1.9546  8.3442  15.0931  0.1174  -0.0248  -0.022
O  1.8978  1.3226  13.6147  0.0081  -0.0316  -0.3332
O  10.5727  11.7247  12.352  0.0503  -0.0875  -0.2237
O  2.9109  2.8829  15.3872  0.0583  0.069  -0.0253
O  8.142  7.9768  20.1067  -0.3204  -0.2351  0.2558
O  0.575  1.581  -3.5175  -0.0967  -0.0566  0.12

Results
free energy: -106165.821 eV
free energy less fixed offsets of O -569.03, Si -635.61 eV per atom: 5.849 eV
pressure: -1.01 GPa
stress xx, yy, zz, yz, xz, xy (GPa, positive in tension): 1.13, 1.62, 0.28, 0.36, -0.21, -0.15

The program warned: the cutoff lies below the one the program advises for these potential files.
